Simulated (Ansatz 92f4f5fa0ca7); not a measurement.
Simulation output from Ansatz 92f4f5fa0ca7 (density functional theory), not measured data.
Periodic cell of 424 atoms, Si264O160, from a study of silicon, its oxide and their interface. The atomic structure is a simulated model.
Doubt: the cutoff is far below the 930 eV that the study's wrapper takes by default for these files, so forces and energies are approximate.
This geometry differs little from another in the collection (a relaxation step or a small displacement).

Settings
functional: PBE
potential files: Ansatz PAW
basis: plane waves
wave-function cutoff: 580 eV
density cutoff ratio: 5
exchange-correlation grid ratio: 1
k mesh: 1 x 1 x 1, Gamma-centred
self-consistency stop: 5e-08 eV per atom in the density residual
occupations: fixed
spin: none
net charge: 0

Cell vectors (angstrom)
a 15.4687 0 0
b 0 12.8259 0
c 0 0 37.4239

Atoms: element, x, y, z (angstrom)
Si -0.0321 1.187 34.6975
Si 3.8649 1.173 34.7326
Si 7.6672 1.1535 34.7563
Si 11.6069 1.1613 34.7661
Si 1.8991 7.5722 34.7084
Si 5.7419 7.5584 34.7782
Si 9.6784 7.5928 34.7615
Si 13.5721 7.5754 34.7251
Si 1.9336 5.247 35.157
Si 5.8008 5.247 35.157
Si 9.6679 5.247 35.157
Si 13.5351 5.247 35.157
Si 0 11.6599 35.157
Si 3.8672 11.6599 35.157
Si 7.7343 11.6599 35.157
Si 11.6015 11.6599 35.157
Si 0 4.664 36.3937
Si 3.8672 4.664 36.3937
Si 7.7343 4.664 36.3937
Si 11.6015 4.664 36.3937
Si 1.9336 11.0769 36.3937
Si 5.8008 11.0769 36.3937
Si 9.6679 11.0769 36.3937
Si 13.5351 11.0769 36.3937
Si 0 2.332 36.806
Si 3.8672 2.332 36.806
Si 7.7343 2.332 36.806
Si 11.6015 2.332 36.806
Si 1.9336 8.745 36.806
Si 5.8008 8.745 36.806
Si 9.6679 8.745 36.806
Si 13.5351 8.745 36.806
Si 1.9336 1.749 0.6188
Si 5.8008 1.749 0.6188
Si 9.6679 1.749 0.6188
Si 13.5351 1.749 0.6188
Si 0 8.162 0.6188
Si 3.8672 8.162 0.6188
Si 7.7343 8.162 0.6188
Si 11.6015 8.162 0.6188
Si 0 5.83 1.031
Si 3.8672 5.83 1.031
Si 7.7343 5.83 1.031
Si 11.6015 5.83 1.031
Si 1.9336 12.2429 1.031
Si 5.8008 12.2429 1.031
Si 9.6679 12.2429 1.031
Si 13.5351 12.2429 1.031
Si 1.9336 5.247 2.2678
Si 5.8008 5.247 2.2678
Si 9.6679 5.247 2.2678
Si 13.5351 5.247 2.2678
Si 0 11.6599 2.2678
Si 3.8672 11.6599 2.2678
Si 7.7343 11.6599 2.2678
Si 11.6015 11.6599 2.2678
Si 1.9336 2.915 2.68
Si 5.8008 2.915 2.68
Si 9.6679 2.915 2.68
Si 13.5351 2.915 2.68
Si 0 9.328 2.68
Si 3.8672 9.328 2.68
Si 7.7343 9.328 2.68
Si 11.6015 9.328 2.68
Si 1.6119 -2.2636 23.7534
Si 4.0524 -3.2469 25.5423
Si 9.4417 -4.1824 30.6394
Si 5.797 -3.1108 29.8098
Si 2.2135 3.9099 28.31
Si 4.3116 9.9309 16.8992
Si 12.2177 2.8676 26.0884
Si 15.5555 12.8084 28.4389
Si -1.7689 0.638 31.4336
Si 10.0762 9.1724 21.9777
Si 16.445 6.8116 19.0357
Si 10.0305 3.948 29.7808
Si 3.7849 10.4273 28.6047
Si -1.1779 14.2852 25.9895
Si 1.9523 7.4891 30.0591
Si 13.7209 9.361 28.2138
Si 0.1506 1.3403 30.3149
Si 7.6334 7.6637 20.6311
Si 2.3063 6.2154 27.9907
Si 5.7272 0.4196 31.3241
Si -0.4461 10.7471 29.5151
Si 13.1777 7.1773 30.1454
Si 9.5399 13.2082 31.6445
Si 12.5938 7.85 23.3721
Si 7.4633 6.9909 25.5658
Si 3.9658 1.2115 29.9285
Si 7.7236 4.8032 32.1805
Si 11.2775 7.177 31.4727
Si -0.0981 7.0273 31.2531
Si 6.3526 4.918 29.0157
Si 5.8561 7.2271 30.1687
Si 7.8533 10.3371 28.6892
Si 2.071 -1.7325 31.8634
Si 7.7149 1.0924 30.349
Si 9.7132 -2.0502 31.9268
Si 13.8339 -1.687 31.6961
Si -6.3968 2.0398 26.2697
Si 3.8473 6.9425 31.4034
Si 7.7418 7.1606 31.5585
Si 17.2711 9.8542 29.8613
Si 0.3175 3.5786 29.7163
Si 3.8344 4.6159 31.7429
Si 7.7892 3.4819 30.3087
Si 11.2555 4.7979 31.7238
Si 2.1084 13.4664 31.3889
Si 5.8316 10.9154 31.864
Si 11.7414 15.7851 21.5707
Si 15.4295 4.7224 31.7721
Si 1.8916 4.0845 33.0424
Si 5.7066 4.0905 33.1108
Si 9.6331 4.0203 33.2083
Si 13.384 4.1753 32.929
Si 0.1247 10.5321 33.1044
Si 3.9241 10.4495 33.1357
Si 7.7577 10.4575 33.1787
Si 11.7771 10.5015 33.0267
Si 1.9411 1.7523 33.4834
Si 5.7666 1.7019 33.4071
Si 9.6344 1.6657 33.604
Si 13.4651 1.8309 33.4523
Si -0.0003 8.1719 33.3889
Si 3.846 8.1151 33.4812
Si 7.6819 8.1791 33.655
Si 11.6293 8.2023 33.5487
Si 0 2.332 3.9167
Si 3.8672 2.332 3.9167
Si 7.7343 2.332 3.9167
Si 11.6015 2.332 3.9167
Si 1.9336 8.745 3.9167
Si 5.8008 8.745 3.9167
Si 9.6679 8.745 3.9167
Si 13.5351 8.745 3.9167
Si 1.9507 6.4373 4.2814
Si 5.825 6.4261 4.3246
Si 9.662 6.4029 4.322
Si 13.535 6.4245 4.257
Si 0.0672 12.8237 4.3392
Si 3.8911 12.8176 4.3042
Si 7.6817 12.8226 4.4371
Si 11.6263 12.8156 4.3638
Si -0.0002 5.8415 5.4057
Si 3.87 5.8219 5.4798
Si 7.7361 5.825 5.5791
Si 11.6363 5.7352 5.4264
Si 2.025 12.2751 5.6095
Si 5.6745 12.2892 5.7643
Si 9.677 12.2809 5.6448
Si 13.6309 12.3098 5.6131
Si -0.0141 3.5718 5.884
Si 3.8703 3.5482 5.8836
Si 7.6415 3.4813 5.9871
Si 11.5848 3.4531 6.0239
Si 2.0728 9.8425 6.0421
Si 5.6879 9.8255 6.119
Si 9.616 9.9138 5.9902
Si 13.6631 9.9545 5.9454
Si 1.9295 3.1918 7.1302
Si 5.6898 3.1745 7.347
Si 9.5627 2.9967 7.2523
Si 13.6187 3.0676 7.2714
Si 0.1289 6.8037 7.5096
Si 3.8265 8.8893 7.4711
Si 7.6829 6.8373 7.7223
Si 11.6713 9.3437 6.9764
Si 0.294 10.2524 9.2685
Si 8.5071 5.9916 18.2923
Si 9.0847 12.4436 9.6131
Si 13.6077 6.6548 8.7489
Si 7.7882 9.5797 11.0263
Si 5.2681 12.8107 12.5248
Si 11.6459 15.7166 10.0401
Si 17.7569 13.4428 12.9873
Si 9.2595 1.9598 11.7442
Si 3.8485 6.4642 7.7465
Si 11.7701 7.0525 7.3019
Si 15.9758 1.5914 10.8023
Si 5.8778 18.1995 11.0807
Si 2.3581 13.6436 7.5619
Si 4.9146 13.644 7.7388
Si 14.8877 12.8629 13.0931
Si -1.5035 0.7184 7.6483
Si 0.1176 4.0286 10.599
Si 9.8955 1.167 18.559
Si 13.5642 4.2759 9.3995
Si 1.8195 5.3067 8.402
Si 5.3882 12.0204 9.4527
Si 9.9044 6.5787 8.584
Si 5.11 8.1827 12.02
Si 5.8229 3.0277 13.2353
Si 0.1332 9.2114 7.1498
Si 5.7931 5.3813 8.6427
Si 11.8236 1.3338 16.1922
Si -5.5368 13.5261 7.6801
Si 7.6701 9.2795 7.2682
Si 11.868 9.7158 9.2356
Si 12.9132 8.0416 11.9749
Si 5.6363 -4.3058 14.4631
Si 3.485 2.3786 15.2612
Si 7.33 1.3902 16.999
Si 8.825 4.7511 11.1908
Si 0.7245 4.7232 23.5836
Si 3.2183 13.0048 22.6838
Si 14.6795 5.6587 13.243
Si 21.2356 3.7728 18.226
O 21.1502 -0.4233 11.015
O -6.7236 -24.9725 10.8763
O 10.7299 2.5207 29.2793
O -0.838 16.7175 28.5631
O 12.367 -8.8716 27.3269
O 9.001 9.1663 29.0877
O 8.1013 28.485 20.7978
O -9.3211 17.4858 19.558
O 5.6421 9.8244 17.855
O 6.5629 8.5802 11.3986
O -7.413 -1.6986 24.9261
O 5.5791 -2.7485 25.1308
O 4.4864 0.0601 18.8506
O -0.0379 8.9296 15.1958
O 24.1546 19.8432 19.5472
O 17.5304 7.341 15.8586
O 1.4787 17.2691 25.0344
O 19.8309 12.5843 21.5102
O 8.7964 17.2846 18.8108
O -8.5049 -3.2915 14.3932
O -4.5538 14.8804 22.6846
O 8.0048 23.5014 12.2094
O 6.1054 11.9171 13.6023
O 27.032 11.5718 11.7775
O -1.5189 -8.19 14.2983
O 8.502 31.7883 26.4919
O 8.1728 23.2045 18.4223
O 1.6291 12.7611 27.8069
O 11.336 -1.6985 14.2965
O 1.7148 2.4595 18.3826
O 10.6919 3.5249 20.4615
O -2.7361 -2.8575 27.0791
O 10.7125 14.9882 26.1235
O 3.038 -3.6626 17.59
O 0.2821 -14.4326 24.4623
O -5.73 5.0643 28.5539
O 11.6191 7.7793 16.519
O 10.2978 -13.013 19.4188
O 4.9383 -6.2418 11.6826
O -8.3933 -6.2938 17.6433
Si 6.0444 -7.6744 23.8446
Si -4.9946 8.0901 10.2859
Si 15.1778 7.1215 26.5442
Si 12.0009 13.5993 8.9101
Si 5.372 12.4027 20.1663
Si 9.9961 4.3515 9.1716
Si -0.728 -3.537 19.0871
Si 3.2836 -0.1611 27.9813
Si 9.4449 10.0364 17.4372
Si 19.3689 13.7622 25.0474
Si 1.6615 3.126 26.0254
Si -1.9256 4.9105 27.9225
Si 6.7078 15.0125 24.3277
Si 0.464 0.0475 8.9156
Si 18.3993 16.2513 17.8885
Si -0.895 13.0826 15.9028
Si -5.2531 0.5752 22.7205
Si 4.6407 12.8815 17.2073
Si 0.22 15.299 17.705
Si 19.9959 -6.1004 25.8095
Si -2.7602 4.2749 15.3162
Si 9.2867 15.9779 19.6909
Si 18.3895 -7.5835 20.2396
Si -3.2455 21.8324 17.4463
Si 6.6357 10.2503 19.1006
Si -4.2049 11.7431 10.1611
Si 3.3797 9.6915 9.7144
Si 7.516 14.2945 21.4733
Si 5.7062 6.3449 16.7403
Si 5.8862 5.7515 20.7875
Si 14.0865 -1.1052 20.7913
Si 8.3664 4.9101 27.6012
Si -4.3941 -1.1663 20.4749
Si 16.001 7.3845 15.2789
Si 12.1964 10.1047 25.5566
Si 10.137 11.9218 15.0752
Si -4.5054 1.0184 29.9373
Si -0.7032 -2.7987 16.2291
Si 7.9751 15.689 14.2074
Si -0.7675 5.2313 17.1484
Si 8.7605 12.7087 28.5465
Si 14.3272 11.9191 24.028
Si 7.156 9.9426 25.5906
Si 17.0598 3.0235 21.995
Si 4.2382 3.6046 29.5525
Si 15.5946 -5.024 23.4959
Si -1.5644 8.7874 9.9971
Si -5.5626 18.1337 14.0739
Si 7.4341 -1.866 13.6981
Si 12.9668 17.5687 23.6566
Si -0.982 14.7039 20.3742
Si -3.1201 -1.9163 13.039
Si -5.4204 -5.4113 16.1728
Si 7.4149 10.7968 9.0995
Si 2.7263 7.5479 17.3697
Si 9.6372 11.1414 24.5015
O 12.7893 -4.2874 29.2841
O 17.8478 1.5831 22.3231
O 15.5906 13.9374 16.8314
O 37.8112 2.6115 17.9854
O -3.226 -21.8597 24.7464
O 12.3131 -4.1246 24.7408
O 1.2364 -6.0877 26.8761
O 10.4168 -12.9286 28.835
O -29.7904 -16.5789 23.19
O 13.8372 -1.2133 13.071
O 13.1204 30.553 16.7995
O 14.7913 13.103 20.2899
O 19.4497 21.823 11.105
O 11.1543 14.4976 17.6376
O 19.3995 -1.5925 9.5305
O -9.4348 -5.7604 26.3645
O -6.8425 13.5338 27.1179
O 14.1928 -7.0052 26.7137
O 3.873 20.8509 25.0788
O 2.7954 4.8863 18.6184
O -21.147 -2.6896 23.2475
O -4.274 -0.417 21.909
O -6.7039 0.5555 21.9774
O -8.9972 3.7699 24.548
O 9.1173 -4.086 16.4672
O 2.8422 2.1832 25.3475
O -2.3932 -1.6127 24.7698
O 8.9828 27.4983 13.3487
O 5.9356 4.9775 22.2376
O 3.8537 12.8349 26.4284
O 10.344 10.2069 20.7229
O 9.8105 18.0675 12.4323
O -11.7958 -0.2317 12.8352
O 2.4204 -23.9562 14.2214
O 15.3059 -20.9429 12.0775
O -7.2501 14.6899 24.8671
O 12.5026 -6.5371 23.8326
O -5.4127 12.6966 24.184
O 13.5897 -6.0724 12.7172
O -1.1543 0.6547 24.5371
O -0.9227 2.4936 18.8644
O 15.6547 -23.2604 26.0121
O 14.5738 17.3164 23.7448
O 8.6417 13.5252 17.6296
O 45.953 6.5704 16.2788
O -7.5774 21.3456 25.213
O -0.7272 13.8323 11.7783
O 30.6304 7.7686 25.0712
O -7.2185 16.04 11.3856
O 25.2052 19.6687 14.6601
O -4.1038 4.8694 14.6377
O 50.7866 2.9317 18.456
O -9.5094 19.8938 15.2616
O 13.1364 -15.7829 16.3788
O 25.3509 -1.507 16.5527
O -0.5806 10.4189 20.2494
O 18.1718 -8.9549 21.0969
O 12.4386 15.5019 15.5037
O 1.4095 4.8926 9.9785
O -6.3272 -4.1501 11.0233
O 0.1761 2.6229 21.2549
O 22.9586 5.708 11.2826
O -8.884 14.6618 22.7457
O -2.8311 -1.3053 20.0577
O 15.4912 -9.0005 16.7965
O 10.6933 13.4561 15.2376
O -0.1982 5.6896 18.6176
O -0.7043 21.1072 27.5849
O -2.2295 34.353 18.707
O -11.1828 32.5748 17.3403
O 19.3174 -3.2184 27.1543
O 7.2231 6.252 24.1273
O 15.0969 -1.2806 15.7537
O -20.2979 -27.8723 25.6784
O 2.8578 48.8819 24.8092
O 6.7386 -3.8672 20.1329
O 0.445 19.3845 13.8697
O 15.4242 22.6649 17.7074
O -0.9908 26.0295 27.2331
O -9.8831 4.695 16.8619
O 8.6564 -1.049 14.3973
O 19.7454 18.9132 20.5938
O 0.18 -4.7388 19.6416
O -4.0131 20.2762 11.4554
O -2.843 9.2989 12.9953
O 3.7502 -6.5087 27.1749
O 14.1259 8.0696 22.758
O 13.0546 0.2938 16.486
O 4.6821 15.933 14.429
O -12.6155 3.5324 16.2493
O 28.4774 5.8809 29.1154
O -8.225 -2.7542 27.1952
O -9.2295 25.8358 16.8833
O -20.0947 15.1821 11.4524
O 7.6493 -10.8061 15.5556
O -9.989 1.4122 25.0654
O -9.9895 4.0858 12.0211
O -17.9708 14.9023 20.9358
O -6.741 -17.4054 21.744
O 17.6521 -1.1376 22.6859
O 1.9654 14.2731 11.603
O -10.8118 18.4318 24.6129
O 20.0137 -16.3625 15.4101
O -11.4935 11.5032 16.6686
O 9.6621 6.1982 17.1834
O 12.559 0.8787 30.23
O -0.9021 13.7553 14.4149
O 17.2165 22.6004 9.9508
O 1.6844 6.2677 20.4164
O -8.8359 -12.2173 20.4094
O 8.7467 17.0953 14.6151
O 8.4745 16.2413 26.9322
O 5.6609 1.5422 12.5944
O 10.9017 35.3455 18.1452
O 0.8555 31.9985 23.1845
O 16.4817 -0.4112 13.1858
O 14.1012 -1.0604 22.4225
O 12.4116 4.281 22.2063
O -11.5375 1.2187 16.3256
O -4.0421 -17.3898 22.2803

Results
free energy: -258812.264 eV
free energy less fixed offsets of O -568.88, Si -635.61 eV per atom: 9.576 eV

Forces (eV/angstrom), in the order of the atoms: element, x, y, z
Si -0.001 -0.0017 -0.0004
Si -0.0003 0.0014 -0.0002
Si 0.0024 -0.0008 0.0009
Si 0.0005 -0.0002 0.0007
Si 0.0002 -0.0025 0.0011
Si -0.0015 -0.0011 0.0007
Si -0.0018 -0.0002 0.0032
Si 0.0013 -0.0038 0.0008
Si 0.0201 -0.077 -0.2966
Si -0.4173 -0.3261 0.298
Si 0.2896 0.0422 0.6302
Si -0.1667 -0.0255 -0.6514
Si -0.0342 0.234 0.0528
Si 0.0467 0.0181 0.0952
Si -0.1977 0.1695 0.401
Si 0.4865 -0.0103 -0.3707
Si 0.0719 -0.154 -0.1508
Si 0.0879 0.0517 0.075
Si 0.0372 0.0508 -0.0099
Si -0.0887 0.1233 0.0703
Si 0.0045 0.1085 0.0267
Si 0.0369 0.0236 0.023
Si -0.1041 -0.1039 -0.1543
Si -0.0154 -0.0154 -0.0092
Si 0.0062 -0.0187 -0.1983
Si 0.0475 0.0057 -0.0403
Si -0.2025 0.034 0.0242
Si 0.0688 0.0669 0.114
Si -0.0954 -0.0817 -0.2479
Si -0.1978 -0.011 0.1885
Si 0.0144 -0.0283 0.2182
Si 0.106 0.0109 -0.0952
Si 0.0021 -0.0503 -0.0648
Si 0.0177 0.0756 0.0129
Si 0.019 -0.0382 -0.0795
Si -0.0592 0.0138 -0.024
Si 0.0543 -0.0064 -0.0067
Si 0.0787 0.0167 0.0115
Si -0.0399 -0.0295 -0.0134
Si -0.0152 -0.0353 0.0065
Si -0.0538 0.0049 -0.042
Si -0.0976 -0.0458 -0.0269
Si -0.0577 -0.037 -0.0247
Si 0.0957 -0.0841 -0.0263
Si 0.0149 -0.016 0.0219
Si -0.0316 -0.0354 0.0238
Si 0.0899 0.1261 0.1496
Si 0.0107 0.03 0.0611
Si 0.1264 -0.0185 -0.2924
Si 0.0358 0.0428 -0.0411
Si -0.1017 0.0241 -0.1224
Si 0.0504 -0.0308 -0.4961
Si 0.0991 -0.0122 0.0785
Si 0.0932 -0.1088 -0.1385
Si -0.1604 0.0776 0.5333
Si 0.0818 -0.0179 0.1901
Si -0.0167 0.0848 0.0629
Si -0.0145 -0.0441 -0.0057
Si -0.0017 -0.0208 0.1029
Si 0.0589 -0.0656 0.0232
Si -0.0427 0.0294 -0.0051
Si -0.0719 -0.033 -0.0743
Si 0.0281 0.074 0.0539
Si 0.0425 0.073 0.0212
Si -0.0013 -0.0012 0.0008
Si 0.0003 0.0014 -0.0009
Si -0.0045 0.013 -0.0001
Si -0.0032 0.0014 -0.0009
Si -0.0044 0.0044 0.0029
Si 0.0015 0.0025 0.0012
Si -0.0002 -0.0032 0.0003
Si 0 0.0139 -0.0092
Si -0.0142 0.0031 -0.0009
Si 0.0016 0.0012 0.0008
Si -0.0055 0.0018 0.0022
Si 0.0095 0.0014 0.0076
Si -0.0002 -0.0048 0.0019
Si 0.0011 -0.0013 -0.0003
Si -0.0022 -0.0004 0.0022
Si 0 -0.0026 -0.0026
Si -0.0046 -0.0128 -0.0012
Si 0.0008 0.0038 0.0006
Si -0.006 -0.0026 -0.0108
Si -0.0091 -0.0053 0.0067
Si -0.0065 -0.004 0.0133
Si -0.0066 -0.0069 -0.0146
Si 0.0003 -0.0011 0.0046
Si 0.0006 0.0003 0.0004
Si -0.002 0.0013 0.0002
Si 0.003 0.0076 0.0069
Si 0.0027 0.0076 0.0005
Si -0.0006 -0.0136 0.0018
Si 0.0074 0.0011 0.002
Si -0.0094 -0.004 0.0034
Si 0.0062 -0.0022 -0.0036
Si -0.0011 -0.0001 -0.0024
Si -0.0058 0.0058 0.0011
Si 0.0078 0.0041 -0.0068
Si -0.0032 0.0006 -0.0076
Si 0.0016 0.0011 -0.002
Si 0.0005 -0.0003 0.0006
Si -0.0007 0.0014 0
Si 0.001 -0.0078 0.0024
Si 0.0078 0.0033 -0.0038
Si 0.0011 0.004 -0.0131
Si -0.0068 -0.0056 0.0044
Si -0.0089 0.001 -0.006
Si -0.0019 0.0044 -0.0053
Si 0.0031 -0.0058 0.0046
Si 0.004 0.0023 -0.0003
Si 0.0019 -0.0011 0.0028
Si -0.0053 -0.0014 0.0043
Si 0.0074 0.0012 -0.0025
Si -0.0018 -0.0009 -0.0004
Si 0.0046 -0.0015 0.0063
Si -0.0021 0.0004 0.0013
Si 0.0043 -0.0005 -0.002
Si 0.0013 -0.0012 0.002
Si -0.0008 -0.0002 0.002
Si 0.0011 -0.0011 0.0001
Si -0.0003 -0.0011 -0.0011
Si -0.0012 -0.0018 -0.001
Si -0.0012 0.001 -0.0002
Si 0.0013 -0.0015 -0.0017
Si 0.0002 0.0027 0.0004
Si -0.0009 0.0024 0.0015
Si 0.0053 0.0031 -0.0013
Si -0.0017 0.0041 -0.0013
Si 0.0116 -0.2414 -0.2448
Si 0.1504 -0.3618 -0.3407
Si -0.2732 -0.1995 0.1787
Si 0.018 -0.2303 0.2567
Si 0.3216 0.3471 0.01
Si -0.2495 0.2945 0.4026
Si -0.0935 0.0511 0.0393
Si 0.1045 0.3282 -0.2318
Si 0.0006 0.0017 -0.001
Si -0.0024 0.0017 0.0015
Si -0.0004 -0.0003 0.0002
Si 0.0016 0.0002 0.0001
Si -0.0006 0.001 -0.0013
Si -0.0011 0.0004 -0.0004
Si -0.0001 -0.0001 0.001
Si 0.0004 -0.0008 -0.0002
Si -0.0006 -0.0016 -0.0009
Si 0.0026 -0.0018 -0.0002
Si 0.0004 -0.002 -0.0008
Si -0.002 -0.0022 0.0005
Si 0.0007 0.0007 0.0012
Si 0.0021 -0.0005 0.0002
Si -0.0019 -0.0014 -0.0002
Si 0.0003 -0.0001 0.0025
Si 0.0012 0.0022 -0.0027
Si -0.0011 0.0013 -0.001
Si -0.0017 0.0038 -0.0017
Si 0.0029 0.0035 -0.0037
Si -0.0003 0.0032 -0.0032
Si -0.0059 -0.0003 -0.0013
Si 0.0023 0.0014 -0.0036
Si -0.0021 0.0032 -0.0035
Si -0.0006 -0.0007 0.0016
Si -0.0002 -0.0002 0.0012
Si 0.0014 -0.0106 0.005
Si -0.0001 -0.0049 0.0042
Si 0.0005 0.0028 -0.0013
Si 0.0085 -0.0063 -0.0082
Si -0.0026 0.0006 0.001
Si 0.0015 0 0.0013
Si 0.0092 0.0001 0.0023
Si 0.0038 -0.0008 -0.0048
Si -0.0047 -0.0033 0.0083
Si -0.0033 0.0023 0.0033
Si 0.003 -0.0068 0.0052
Si -0.0017 0.0007 -0.0006
Si -0.0003 -0.0059 0.0018
Si -0.0009 -0.0008 0
Si -0.0023 -0.0015 0.0012
Si -0.0031 0.0004 -0.0008
Si -0.0052 0.0009 0.0075
Si 0.0002 -0.0038 0
Si 0.001 -0.0021 -0.0029
Si -0.0023 -0.002 0.0014
Si -0.0001 0.0018 -0.0027
Si 0.0003 0.0008 0.0003
Si 0.0021 0.0029 -0.0045
Si 0.0006 0.0009 0.0006
Si 0.0004 -0.0034 -0.002
Si -0.0006 0.0035 -0.0028
Si 0.0039 -0.0011 0.0026
Si -0.0101 -0.0105 0.0053
Si 0.0104 0.0053 -0.0088
Si 0.0037 0.0023 -0.0072
Si 0.0022 -0.0012 0.0032
Si -0.0021 -0.0034 0.0063
Si 0.0029 -0.0005 0.0001
Si 0.0004 -0.0009 -0.0017
Si 0.0023 0.0068 -0.0037
Si 0.0002 -0.0036 0.0028
Si -0.0004 -0.0038 -0.0011
Si -0.0036 0.0039 -0.0018
Si -0.0025 0.0034 0.0051
Si -0.0008 -0.0014 -0.0008
Si -0.0005 -0.0017 -0.0007
Si -0.0007 -0.0049 0.0013
Si -0.0008 0.001 -0.0001
Si 0.0028 -0.0026 -0.0016
Si -0.0017 0.0007 0.0013
Si -0.0001 -0.0022 -0.0007
O -0.0004 -0.001 -0.0065
O 0.0014 -0.0005 -0.0022
O -0.0031 0.0009 0.0009
O -0.0051 0.0098 0
O 0.0003 0.0029 0.0014
O 0.0042 -0.0044 0.0075
O 0.0002 0.002 -0.0001
O 0.001 0.0011 0.0006
O 0.0003 -0.0017 -0.0004
O -0.0041 0.0028 0.001
O -0.0002 -0.0005 0.0005
O 0.0005 -0.0002 0.0004
O -0.001 0.0017 -0.0007
O 0.0008 -0.0013 0.0006
O -0.0005 -0.0009 0.0007
O 0.0006 -0.0003 0.0011
O 0.0008 0 0.0008
O -0.0033 0.0019 0.002
O 0.0001 -0.0011 0.0023
O -0.0009 -0.0017 0.0004
O -0.0004 0.0007 -0.0005
O -0.0018 0.0003 0.0002
O -0.0004 0 0.0011
O -0.001 -0.0004 -0.0063
O 0.0007 0.0006 -0.0007
O 0.0022 -0.0007 -0.0014
O -0.0006 -0.0008 0.0001
O -0.0006 0 0.0049
O 0.0009 -0.0002 0.0007
O 0.0012 0.0008 0.0004
O -0.0018 0.0009 -0.0011
O 0.0008 -0.002 0.0005
O 0 0.0014 -0.0003
O -0.0006 -0.0026 0.0003
O -0.0003 0.0005 -0.0003
O 0.0014 -0.0016 -0.0002
O 0.0001 -0.0001 0.0005
O -0.0011 0.0021 -0.0012
O -0.0004 0.0013 0.0008
O -0.0011 0.0006 0.0007
Si -0.0007 -0.0001 0.0027
Si -0.0013 0.0022 0.0056
Si 0.0047 -0.0003 0.0067
Si -0.0013 -0.003 0.0042
Si 0 -0.0055 0.0002
Si -0.0012 0.0071 0.0037
Si -0.002 0.0011 0
Si -0.0052 -0.0055 -0.0208
Si 0.0001 0.0003 -0.0004
Si -0.0006 0.0001 -0.0008
Si -0.0018 -0.0007 -0.0023
Si 0.0051 0.0025 0.0094
Si -0.0001 -0.001 0.001
Si 0.0027 0.0021 -0.0006
Si -0.0013 -0.0027 -0.0015
Si -0.0005 0.0004 -0.0004
Si 0.0003 -0.0017 0.0012
Si -0.0005 0.0001 0.0009
Si -0.0005 -0.0011 -0.0008
Si -0.0006 0.0006 0.0002
Si -0.0008 -0.0016 0.0003
Si 0.0002 -0.0002 -0.0008
Si -0.0015 -0.0005 0.0025
Si -0.0003 0.0002 -0.0001
Si -0.0007 0.0035 0.0001
Si 0.0023 0.0066 0.0082
Si -0.0055 0.0084 0.0114
Si -0.0016 -0.0026 0.0018
Si -0.0009 -0.0005 -0.0002
Si -0.006 -0.0029 0.0019
Si -0.0007 0 0.0008
Si -0.0006 -0.0023 0.003
Si 0.001 -0.0002 0.0016
Si -0.0011 0.0016 -0.0014
Si -0.0007 -0.0004 -0.0009
Si 0.001 0.0006 -0.0002
Si -0.0019 0.001 -0.0046
Si -0.0009 0.0014 -0.0005
Si -0.0009 0.0002 0
Si -0.0012 0 -0.0003
Si 0.0028 -0.0012 0.0008
Si 0.0002 -0.0024 -0.0001
Si -0.0001 0.001 0
Si -0.0022 0.0005 0.0052
Si 0.0059 -0.0024 0.0009
Si -0.0005 0.0008 -0.0011
Si -0.0039 -0.0056 -0.0008
Si 0.0003 0.0001 0
Si 0.0026 0.0017 -0.002
Si 0.0005 0.0007 -0.0001
Si -0.0008 -0.0019 -0.0009
Si -0.0021 0.0008 -0.0041
Si 0.0006 0.0011 -0.0008
Si -0.0048 0.0048 -0.0013
Si 0.001 0.0024 -0.002
Si 0.0002 -0.0005 0.0007
O 0.0054 -0.0002 -0.0018
O -0.0006 0.0008 -0.0012
O 0.0002 0.0005 0.0006
O -0.0001 0.0017 0.0011
O -0.0015 0 0.0009
O 0.0002 0.0001 0.0007
O -0.0073 -0.0007 0.0039
O -0.0007 0 -0.0006
O 0.0004 -0.0003 0
O -0.0002 0 0.0011
O 0.001 0.0005 0.0002
O 0 0.0006 -0.0001
O 0.0038 -0.0048 0.0017
O -0.0017 0.0004 0.0025
O 0.0111 0.0092 0.0014
O 0 -0.0008 -0.0005
O -0.0003 -0.0028 0.0016
O 0.0021 0.0044 0.0057
O -0.0002 -0.002 -0.0001
O 0.0008 0.0001 -0.0002
O -0.0004 -0.0001 0
O -0.0005 0.0001 -0.0002
O -0.0006 0.0006 -0.0009
O -0.0001 -0.0007 0.0003
O -0.0005 -0.0004 0.0006
O -0.0009 0.0002 0.0017
O 0.0003 -0.0002 0
O 0.0009 -0.0013 0.0007
O 0.0003 -0.0005 -0.0016
O -0.0006 -0.0002 0.0124
O -0.0001 -0.0001 -0.0003
O -0.0004 0.0008 -0.0021
O 0.001 -0.0002 0.0007
O 0.0002 0.0006 0.0007
O 0.0018 -0.0013 -0.002
O 0 0.0003 -0.0006
O -0.0005 -0.0001 0.0008
O -0.0001 0.0005 -0.0002
O -0.0009 0.0004 0.0018
O 0.0002 0.0012 0.0014
O -0.0001 0.0003 0.0006
O 0.0016 -0.0004 0.001
O 0.0007 -0.0009 0.0004
O 0.0011 0.0006 0.0017
O 0.0009 -0.0007 0.0022
O -0.0002 -0.0009 0.0003
O -0.0002 0.0015 -0.0002
O -0.0004 -0.0024 0.004
O -0.0012 -0.0013 0
O -0.0004 -0.0006 0
O -0.0003 0.0005 0.0003
O 0.0005 0.0008 0.0009
O 0.0004 0.0005 -0.0013
O 0.0002 -0.0005 0.0005
O -0.0007 -0.0003 0.0001
O 0.0001 -0.0004 0
O 0.0018 -0.0001 -0.0025
O -0.0001 0.0011 0.0005
O -0.0011 -0.0001 -0.0025
O 0.0009 0.0008 -0.0048
O 0.0013 0 0.0001
O -0.0014 0.0009 -0.0001
O 0.0001 0.0006 -0.0006
O -0.0004 -0.0001 -0.0003
O 0.0006 0.0003 0.0008
O -0.0006 -0.0002 0.0009
O 0.0006 0.0004 0.0001
O -0.0018 -0.0063 -0.0036
O 0.0001 -0.0002 0.0002
O 0.0004 0.0003 0.0003
O -0.0005 0.0013 0.0044
O 0.0006 0.0004 -0.0002
O -0.0002 -0.0007 0.0002
O -0.0001 -0.0001 0.0003
O 0.0006 0.0006 0.0009
O 0.0017 -0.0042 0.0005
O -0.0003 -0.0006 -0.0002
O 0.0008 -0.0003 -0.0001
O 0.004 -0.0016 0.005
O 0.0001 0.0007 0.0005
O -0.0015 -0.0002 0.0008
O 0.0015 -0.0006 -0.0002
O 0.002 -0.0027 -0.0006
O 0.0041 0.0032 -0.0008
O 0.0009 -0.0055 -0.0018
O -0.0016 0.0002 0.001
O -0.0002 -0.0005 0.0004
O 0.0002 -0.0003 0.0005
O 0.0001 0.0002 0
O 0 0.0009 0.001
O 0.0072 0.001 -0.0036
O 0.0007 -0.0004 0.002
O 0.0006 0.0002 0
O 0.003 0.0019 -0.0033
O 0.0004 0.0001 -0.0004
O 0.0017 0.0005 0.0004
O -0.0018 0.0024 -0.0013
O -0.0006 0.0002 -0.0004
O -0.0011 -0.0008 -0.0001
O -0.0001 0.0011 -0.0012
O -0.0006 0.0013 0.0004
O 0.0002 0.0002 0
O 0.0015 -0.0017 -0.0021
O -0.0006 -0.0006 -0.0001
O -0.0016 -0.0016 0.0021
O 0.0155 -0.0023 0.0081
O -0.0002 -0.0005 0.0002
O -0.0103 0.0004 -0.0048
O 0.0006 -0.001 0.0004
O 0.0016 0.004 0.0012
O -0.0001 0.0003 0.0009
O -0.0002 0.0029 0.0003
O -0.0008 -0.0016 -0.0007
O -0.0002 -0.0001 0.0003
O 0.0003 -0.0023 0.0003
O 0.0003 -0.0003 0.0007
O 0.0001 0.0002 0.0009
O -0.0006 -0.0004 -0.0009
O 0 0.0003 0.0004
O -0.001 -0.0004 -0.0004

The program warned: the cutoff lies below the one the program advises for these potential files; the exchange-correlation potential is rough where the density is thin.
